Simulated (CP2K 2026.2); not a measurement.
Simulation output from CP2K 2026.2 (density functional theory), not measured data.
Periodic cell of 513 atoms, Si360O153, from a study of silicon, its oxide and their interface. The atomic structure is a simulated model.
Doubt: the forces sum to 1.66 eV/angstrom along one axis rather than to zero, so they err by at least 0.0032 eV/angstrom per atom on average; the grid cutoff is modest.

Settings: functional PBE; method Gaussian and plane waves; basis set DZVP-MOLOPT-SR-GTH; pseudopotentials GTH-PBE; grid cutoff 300 Ry, relative cutoff 40 Ry; k points Gamma only; occupations fixed; spin none; net charge 0.

Cell vectors (angstrom)
a 16.32 0 0
b 0 16.32 0
c 7.9692 -1.7075 34.1093

Atoms and the computed forces on them: element, x, y, z (angstrom), force x, y, z (eV/angstrom)
Si -1.951 -0.807 1.673 -0.026 0.254 0.636
Si 1.809 0.84 1.64 0.112 -0.085 0.624
Si -1.175 4.007 1.226 -0.005 -0.081 0.773
Si 0.265 1.838 -0.757 -0.005 0.02 0.13
Si -1.002 -7.125 1.35 -0.274 0.215 0.743
Si 1.64 -4.27 1.57 -0.155 0.035 0.699
Si 3.52 -0.834 1.721 -0.11 0.132 0.608
Si 6.199 1.881 1.561 -0.147 0.169 0.606
Si 4.515 3.591 1.464 0.011 0.024 -0.049
Si 7.29 6.198 1.445 -0.014 -0.075 -0.036
Si 3.85 9.843 1.486 0.112 -0.175 0.706
Si -9.697 -4.012 1.336 0.117 0.115 0.756
Si -6.772 -1.159 1.255 0.337 -0.43 0.181
Si -3.559 0.991 1.528 0.073 -0.119 0.594
Si -7.332 4.478 1.437 -0.143 0.195 0.575
Si -2.691 8.104 2.625 0.046 0.015 0.017
Si -6.506 -7.177 1.193 -0.168 0.219 0.763
Si -4.058 -3.978 1.345 -0.209 0.061 0.741
Si -0.036 -0.009 2.822 -0.003 -0.031 -0.01
Si 2.79 2.648 2.776 -0.038 -0.011 -0.064
Si 0.109 5.339 2.686 -0.009 0.024 -0.073
Si 2.756 8.163 2.709 -0.002 0.035 -0.048
Si -0.006 -5.471 2.729 -0.009 -0.012 -0.021
Si 2.704 -2.683 2.903 0.05 -0.002 -0.013
Si 5.346 0.105 2.855 0.006 -0.018 -0.106
Si -8.275 2.765 2.738 -0.008 -0.02 -0.063
Si 5.516 5.319 2.727 -0.023 0.02 -0.029
Si -8.105 8.057 2.589 -0.041 0.067 -0.037
Si 5.452 -5.408 2.8 -0.021 0.019 -0.034
Si -8.175 -2.634 2.552 0.015 -0.03 -0.065
Si -5.373 0.04 2.713 0.026 -0.015 -0.031
Si -2.628 2.78 2.691 0.049 0.044 -0.093
Si -4.322 6.904 1.421 0.333 -0.418 0.144
Si -5.554 5.411 2.725 -0.009 -0.033 -0.054
Si -5.423 -5.501 2.535 -0.025 0.014 -0.027
Si -2.879 -2.593 2.853 0.016 -0.039 -0.046
Si -1.309 1.454 4.148 -0.043 -0.018 -0.058
Si 1.441 4.052 4.093 -0.013 -0.009 -0.02
Si -1.344 6.713 4.002 -0.019 0.008 0.01
Si 1.369 9.499 4.106 0.016 0.006 0.03
Si -1.413 -4.064 4.032 0.025 0.019 0.003
Si 1.246 -1.415 4.219 0.019 0.039 -0.017
Si 4.047 1.378 4.293 -0.016 0.029 0
Si 6.793 4.064 4.233 -0.033 0.019 -0.048
Si 4.14 6.77 4.003 -0.021 0.005 -0.018
Si 6.84 -6.876 3.984 0.039 0.021 -0.012
Si 4.131 -4.033 4.18 -0.017 -0.032 0.028
Si -9.505 -1.319 4.025 0.024 -0.049 0.008
Si -6.821 1.394 3.995 -0.001 -0.006 0.039
Si -4.099 4.069 4.011 0.028 0.024 0.005
Si -6.811 6.809 4.122 -0.044 -0.038 -0.001
Si -4.049 -6.803 3.981 0 -0.014 0.022
Si -6.822 -4.096 3.9 0.014 0.043 -0.009
Si -4.183 -1.298 4.236 -0.018 0.018 0.006
Si -2.719 0.063 5.472 0.007 0.017 0.026
Si 0.055 2.76 5.504 0.008 -0.008 0.009
Si -2.738 5.426 5.395 0.01 -0.001 -0.002
Si -0.016 8.113 5.405 0.015 0.002 -0.026
Si -2.743 -5.442 5.391 0.008 -0.016 0.018
Si -0.085 -2.784 5.513 -0.041 -0.009 0.012
Si 2.652 -0.028 5.531 0 -0.023 0.028
Si 5.436 2.728 5.586 0.022 -0.016 0.043
Si 2.777 5.45 5.42 -0.005 -0.008 0.018
Si 5.472 -8.189 5.389 0.003 0.02 0.009
Si 2.726 -5.439 5.459 0.013 -0.01 -0.009
Si 5.504 -2.672 5.469 -0.03 0.011 -0.002
Si -8.146 0.02 5.4 -0.024 0.023 0.009
Si -5.454 2.722 5.392 0.004 0.001 0.009
Si -8.157 5.464 5.504 0.005 0.008 0.011
Si -5.407 8.182 5.4 0.041 -0.001 -0.004
Si -8.139 -5.459 5.331 -0.001 0.011 0
Si -5.533 -2.767 5.431 -0.044 -0.007 -0.028
Si -1.404 -1.354 6.827 0.013 0.035 0.006
Si 1.344 1.366 6.877 0.012 -0.015 0.018
Si -1.368 4.105 6.8 -0.01 0.002 -0.007
Si 1.37 6.788 6.773 0.024 -0.009 0.001
Si -1.374 9.505 6.752 -0.011 -0.002 0.003
Si 1.345 -4.108 6.824 0.01 -0.01 0.009
Si 4.087 -1.366 6.831 0.003 0.029 0.002
Si 6.831 1.339 6.838 -0.004 -0.019 0.002
Si 4.075 4.116 6.867 -0.018 0.01 0.016
Si -9.524 6.82 6.824 -0.017 -0.021 0.021
Si 4.107 -6.82 6.767 -0.007 -0.005 -0.006
Si -9.48 -4.103 6.761 0.014 0 -0.003
Si -6.843 -1.372 6.793 0 0.016 -0.011
Si -4.104 1.395 6.806 0.019 -0.01 -0.003
Si -6.776 4.083 6.8 -0.006 -0.016 0.014
Si -4.07 6.806 6.768 0.004 -0.012 0.004
Si -6.781 -6.779 6.75 -0.023 -0.016 0
Si -4.11 -4.093 6.768 0.021 0.001 0.002
Si -0.028 -0.008 8.192 -0.002 -0.009 0.007
Si 2.715 2.736 8.204 0.011 -0.001 0.006
Si 0.004 5.451 8.159 -0.001 0 -0.003
Si 2.73 -8.165 8.137 0.005 0.004 -0.001
Si -0.018 -5.472 8.152 0.005 0.004 -0.001
Si 2.717 -2.737 8.169 -0.017 -0.004 -0.002
Si 5.444 -0.004 8.187 -0.003 0.003 0.013
Si -8.133 2.721 8.171 0.001 0.02 0.003
Si -10.875 5.47 8.198 0.014 0.006 0.008
Si -8.146 -8.129 8.139 0.004 -0.004 0.007
Si -10.862 -5.449 8.129 0.006 0.001 -0.004
Si 8.147 -2.734 8.165 0.005 -0.016 -0.009
Si -5.452 -0.007 8.14 0.011 -0.012 -0.008
Si -2.727 2.738 8.165 -0.011 -0.014 -0.005
Si -5.423 5.451 8.15 0.006 0.006 0.003
Si -2.719 8.16 8.14 -0.005 0.001 -0.002
Si -5.446 -5.443 8.15 -0.005 0.007 0.007
Si -2.764 -2.727 8.153 -0.01 0.011 0.007
Si -1.355 1.354 14.977 0 0.004 -0.002
Si 1.377 4.083 14.952 -0.014 0.009 -0.007
Si -1.355 6.817 14.922 0.003 -0.013 -0.013
Si 1.344 -6.79 14.96 0.007 -0.021 -0.005
Si -1.354 -4.091 14.974 -0.018 0.016 -0.001
Si 1.364 -1.368 14.988 -0.002 0.005 0.002
Si 4.082 1.356 14.951 0.02 -0.029 -0.008
Si -9.537 4.064 14.948 0.009 -0.003 -0.014
Si 4.066 -9.524 14.967 -0.004 0.01 -0.007
Si -9.535 -6.791 14.979 -0.005 -0.003 -0.004
Si 4.065 -4.071 14.965 0.01 -0.001 0.003
Si 6.798 -1.354 14.94 -0.013 0.008 -0.01
Si -6.809 1.345 14.955 -0.009 0.006 -0.004
Si -4.074 4.083 14.962 -0.007 0.003 0.005
Si -6.793 6.8 14.961 -0.006 0 -0.01
Si -4.058 9.526 14.928 0.007 -0.011 -0.012
Si -6.808 -4.065 14.948 0.002 -0.007 -0.011
Si -4.086 -1.364 14.962 0.005 0.002 -0.006
Si -2.716 -0.023 16.329 -0.018 -0.005 -0.007
Si 0.032 2.723 16.312 0.009 -0.003 -0.004
Si -2.681 5.453 16.286 -0.007 0.025 -0.011
Si -0.043 8.187 16.309 -0.028 0.025 -0.007
Si -2.689 -5.486 16.328 0.006 -0.035 0.01
Si 0.003 -2.737 16.349 0.001 -0.019 0.016
Si 2.749 -0.004 16.334 0.003 0.019 -0.012
Si 5.407 2.729 16.327 -0.028 0.029 0.005
Si 2.732 5.418 16.343 0.041 -0.034 0.01
Si 5.402 -8.149 16.329 0.009 -0.02 -0.009
Si 2.691 -5.423 16.322 -0.007 0.014 -0.001
Si 5.435 -2.695 16.301 -0.002 0.013 -0.017
Si -8.152 -0.035 16.32 0.02 -0.035 -0.003
Si -5.448 2.709 16.299 0.009 0.009 0.006
Si -8.169 5.417 16.289 -0.002 0.007 -0.004
Si -5.408 8.179 16.287 0.017 -0.009 -0.008
Si -8.168 -5.408 16.316 0.008 0.005 0.011
Si -5.478 -2.693 16.324 -0.01 0.019 0.001
Si -1.305 -1.328 17.701 -0.036 0.005 0.021
Si 1.454 1.428 17.678 0.017 0.008 -0.038
Si -1.366 4.055 17.646 -0.001 0.009 0.016
Si 1.321 6.809 17.596 -0.007 -0.01 -0.001
Si -1.344 -6.81 17.792 0 0.003 -0.024
Si 1.298 -4.147 17.741 -0.013 -0.026 -0.022
Si 4.055 -1.413 17.703 0.005 -0.02 0.006
Si -9.533 1.339 17.608 0.009 -0.032 0.007
Si 4.063 4.054 17.776 -0.01 0.006 -0.023
Si -9.6 6.717 17.628 -0.016 -0.027 -0.031
Si 4.08 -6.728 17.68 0.015 0.004 0.029
Si -9.475 -3.97 17.67 0.004 0.023 -0.024
Si -6.828 -1.37 17.773 -0.005 -0.007 -0.023
Si -4.149 1.292 17.657 -0.011 -0.002 -0.013
Si -6.759 4.114 17.651 -0.022 0.02 0
Si -3.96 6.891 17.631 0.031 0.007 -0.026
Si -6.829 9.49 17.622 0.029 0.021 0.003
Si -4.098 -4.103 17.575 -0.01 0.004 -0.048
Si 0.131 0.088 19.011 -0.02 -0.046 0.053
Si 2.729 2.72 19.221 -0.029 0.003 0.007
Si -0.002 5.444 18.969 -0.009 0.01 0.047
Si 2.639 8.204 18.923 -0.028 0.011 0.036
Si -0.01 -5.484 19.237 0.046 0.014 0.018
Si 2.664 -2.803 19.061 0.031 0.044 0.057
Si 5.442 -0.016 18.983 -0.016 0.007 0.052
Si -8.162 2.707 18.919 -0.007 0.033 0.076
Si 5.413 5.423 19.132 0.039 0.008 -0.024
Si -8.222 8.064 18.893 0.023 0.027 0.036
Si 5.488 -5.301 18.982 -0.047 -0.036 0.027
Si -8.185 -2.69 19.211 -0.013 -0.011 0.01
Si -5.482 -0.004 19.14 0.012 0.043 0.014
Si -2.767 2.646 18.933 0.018 0.021 -0.003
Si -5.312 5.537 18.904 -0.016 -0.033 -0.013
Si -2.676 -8.162 19.196 -0.011 -0.016 0.013
Si -5.469 -5.434 18.93 0.024 -0.016 0.036
Si -2.725 -2.774 18.908 -0.039 -0.004 0.051
Si -1.331 1.402 20.309 -0.004 0.046 0.009
Si 1.288 4.175 20.48 0.032 -0.013 0.043
Si -1.274 6.701 20.501 -0.019 -0.001 0.014
Si 1.407 -6.911 20.567 -0.012 0.007 0.065
Si -1.463 -4.048 20.458 -0.038 -0.041 0.103
Si 1.398 -1.346 20.423 0.01 0.038 0.005
Si 4.148 1.254 20.476 -0.024 0.001 0.009
Si -9.476 3.989 20.388 -0.037 0.016 0.037
Si 3.943 6.875 20.299 0.001 -0.032 -0.012
Si -9.515 9.523 20.195 0.029 -0.012 -0.014
Si 4.087 -4.079 20.467 0.015 -0.027 0.016
Si 6.74 -1.24 20.533 0.016 -0.001 0.067
Si -6.887 1.429 20.441 0.001 0.002 0.074
Si -4.039 4.097 20.252 0.006 0.046 0.011
Si -6.747 6.816 20.227 -0.015 0.011 -0.006
Si -4.132 -6.701 20.391 0.079 0.01 0.077
Si -6.792 -4.179 20.448 0.005 0.03 0.085
Si -4.06 -1.473 20.327 -0.093 -0.08 0.051
Si -2.166 -0.543 21.317 0.012 -0.037 -0.116
Si -0.553 3.225 21.649 -0.21 0.173 -0.54
Si -2.351 4.923 21.667 0.006 0.002 0.055
Si 0.484 7.596 21.891 -0.042 -0.051 -0.005
Si -3.301 -4.912 21.719 -0.127 0.151 -0.66
Si -0.483 -2.199 21.551 -0.078 0.051 -0.613
Si 3.232 -0.327 26.962 0.072 0.031 -0.021
Si 5.908 2.254 21.722 -0.012 0 0.008
Si 2.264 5.968 21.726 0.003 -0.02 0.03
Si 4.996 8.651 21.386 -0.047 0.067 -0.07
Si 3.28 -5.969 21.71 0.133 -0.108 -0.61
Si 4.893 -2.189 21.687 -0.108 0.125 -0.594
Si -8.636 0.567 21.83 -0.033 0.011 0.005
Si -5.84 3.276 21.489 -0.239 0.033 -0.549
Si -7.56 4.924 21.358 0.013 -0.096 -0.033
Si -5.933 -7.677 21.511 0.021 0.013 -0.007
Si -7.71 -6.102 21.539 0.163 0.043 -0.565
Si -5.02 -3.194 21.655 0.222 -0.194 -0.659
Si -4.647 5.292 26.231 -0.042 0.052 -0.04
Si -0.09 1.626 24.28 -0.008 0.035 -0.142
Si -0.081 7.875 27.041 0.002 -0.048 -0.096
Si 2.75 -4.837 24.647 0.128 -0.117 -0.099
Si -2.655 -0.027 23.444 0.164 -0.182 -0.583
Si 3.294 3.715 -4.717 0.038 0.14 0.07
Si 3.167 -0.507 21.779 -0.017 0.024 0.018
Si 4.839 2.729 23.768 0.451 -0.169 -0.669
Si 3.557 5.617 23.664 -0.547 0.147 -0.559
Si -5.032 -4.059 -4.277 0.05 0.121 0.01
Si 2.798 0.263 24.027 0.125 -0.364 -0.613
Si -5.438 7.848 23.643 -0.186 0.45 -0.547
Si -3.706 -1.459 25.806 0.021 0.015 -0.061
Si -3.024 5.919 23.712 0.053 -0.456 -0.581
Si -3.493 -6.164 -3.06 0.039 -0.059 -0.029
Si -1.84 -5.739 24.295 -0.116 0.04 -0.025
Si -7.824 5.923 23.364 0.11 -0.304 -0.496
Si -6.284 -2.413 24.518 0.099 0.061 -0.176
Si 0.674 3.828 -3.017 -0.02 -0.047 0.046
Si -7.083 6.315 -2.707 -0.173 -0.075 0.053
Si -1.264 -5.418 -5.218 -0.002 0.034 -0.113
Si -7.587 1.522 -5.84 0.007 0.06 -0.046
Si -6.773 3.538 -1.642 0.017 0.022 0.233
Si -1.176 -0.868 -1.284 -0.11 0.167 0.039
Si 2.111 5.987 -1.52 -0.008 0.019 0.024
Si 2.463 -6.796 27.043 -0.028 -0.059 -0.011
Si -4.043 2.614 -1.094 0.073 -0.017 0.033
Si -3.817 1.591 26.729 0.11 0.002 -0.004
Si -2.498 -6.431 27.173 0.105 0.067 -0.06
Si 4.524 4.013 -0.867 -0.065 -0.027 0.687
Si -7.76 0.301 24.053 -0.239 0.139 -0.675
Si 0.128 -3.418 24.315 -0.166 0.108 -0.074
Si 1.227 6.952 1.407 0.232 -0.167 0.732
Si 4.705 2.104 27.893 0.074 0.034 0.033
Si 4.713 1.674 -2.932 0.021 0.031 0.059
Si -9.38 2.137 25.957 0.03 -0.029 -0.129
Si -1.991 -5.17 -0.618 0.118 -0.027 0.057
Si 3.731 6.785 26.35 0.049 -0.051 0.008
Si -0.566 7.701 24.07 0.493 -0.044 -0.58
Si -8.337 -5.842 -0.886 -0.024 0.022 0.12
Si -8.535 1.468 -2.988 0.041 0.024 0.002
Si -9.871 6.577 27.358 0.019 -0.056 0.057
Si -3.354 5.515 -0.207 -0.28 0.343 0.456
Si -2.206 2.709 -3.683 -0.013 -0.057 -0.027
Si -3.661 6.749 -5.589 0.05 0.009 -0.009
Si -5.16 -7.932 26.558 -0.113 -0.016 -0.125
Si -0.754 2.409 27.188 -0.154 -0.138 -0.043
Si -7.619 -3.579 -2.787 0.04 0.019 0.06
Si 1.736 -3.044 -3.736 0.022 -0.051 -0.095
Si -5.806 -2.22 -0.612 -0.19 0.287 0.492
Si -8.553 6.852 -5.427 -0.124 0.061 0.027
Si -9.659 6.169 -0.807 0.247 -0.041 0.675
Si -9.363 -6.122 24.153 -0.009 -0.119 -0.162
Si 5.921 7.674 23.23 -0.257 0.401 -0.468
Si -9.77 -2.57 -4.792 0.048 -0.042 0.002
Si -3.79 -1.567 -2.888 -0.104 0.001 0.089
Si -0.767 -2.418 -5.427 -0.045 0.006 0.01
Si -4.291 7.138 -2.671 -0.079 0.018 -0.001
Si 0.456 -3.298 -1.174 -0.045 -0.084 0.072
Si -2.841 0.033 -5.056 -0.05 0.087 -0.029
Si 3.222 -7.93 -3.291 0.021 -0.113 0.088
Si -8.929 0.111 -0.432 -0.088 0.256 0.101
Si -8.426 -4.064 25.84 -0.026 0.024 -0.112
Si 4.728 6.37 -5.088 0.008 -0.058 -0.051
Si 5.125 -2.041 -0.435 -0.082 0.05 0.082
Si -1.204 -2.451 27.035 -0.034 0.03 -0.018
Si -10.865 -3.655 24.335 0.03 0.027 -0.12
Si 5.301 -7.484 -1.2 0.026 0.094 0.078
Si 4.248 -1.406 -3.174 0.051 0.02 0.043
Si -7.779 4.688 26.06 0.004 0.026 -0.008
Si -5.009 1.909 24.023 -0.077 0.131 -0.089
Si 1.746 -5.673 -4.947 0.124 -0.039 -0.162
Si -1.382 1.363 9.535 -0.009 -0.008 0.003
Si 1.343 4.088 9.542 -0.001 -0.013 -0.002
Si -1.357 6.812 9.512 0.002 0.015 0.003
Si 1.364 -6.811 9.505 -0.009 -0.005 0.005
Si -1.375 -4.086 9.497 -0.001 -0.009 -0.014
Si 1.356 -1.368 9.527 0.008 0.019 -0.006
Si 4.086 1.369 9.539 0.005 0.015 0
Si -9.505 4.088 9.524 -0.016 0.004 -0.002
Si 4.075 6.819 9.538 0.008 -0.024 -0.005
Si -9.511 -6.791 9.515 0.012 0.01 -0.003
Si 4.087 -4.1 9.507 -0.001 -0.007 0.002
Si 6.79 -1.381 9.533 -0.011 -0.027 0.007
Si -6.788 1.353 9.525 0 -0.007 -0.004
Si -4.076 4.095 9.527 0.015 0.014 0.004
Si -6.799 6.811 9.501 0.003 0.004 -0.006
Si -4.084 -6.806 9.505 0.005 -0.005 0.001
Si -6.798 -4.081 9.519 -0.002 0.019 0.005
Si -4.1 -1.358 9.519 -0.014 -0.004 0.006
Si -2.733 -0.007 10.889 0.004 0.002 -0.003
Si -0.012 2.717 10.893 -0.008 0.004 -0.002
Si -2.711 5.447 10.879 -0.005 -0.012 0
Si 0.004 -8.156 10.872 0.012 -0.009 0.002
Si -2.727 -5.441 10.864 -0.007 0.004 0.003
Si -0.013 -2.73 10.872 0.001 0 -0.005
Si 2.715 0 10.883 0.006 -0.007 0.001
Si -10.871 2.733 10.883 0.01 -0.005 -0.001
Si 2.719 5.446 10.886 -0.004 0.021 0
Si -10.875 -8.145 10.886 -0.014 0.009 -0.002
Si 2.72 -5.448 10.871 0.006 -0.01 0
Si 5.427 -2.735 10.885 -0.004 0.007 0.003
Si -8.157 -0.01 10.872 -0.002 0.01 -0.002
Si -5.433 2.722 10.883 0.008 -0.006 -0.007
Si -8.151 5.453 10.881 0.002 -0.005 -0.011
Si -5.445 -8.157 10.873 -0.007 -0.008 0
Si -8.16 -5.436 10.883 -0.007 -0.001 0
Si -5.448 -2.717 10.881 0.008 -0.001 0.005
Si -1.367 -1.372 12.248 -0.003 0.005 0.002
Si 1.349 1.35 12.247 0.008 0.003 -0.002
Si -1.358 4.086 12.25 0.001 0.002 0.006
Si 1.361 -9.512 12.234 -0.007 -0.011 -0.002
Si -1.357 -6.79 12.223 0 -0.001 -0.004
Si 1.361 -4.078 12.229 -0.005 0 0.002
Si 4.076 -1.36 12.24 -0.003 0.004 0.003
Si -9.516 1.356 12.221 -0.008 0 -0.009
Si -12.238 4.085 12.243 0.002 -0.006 -0.002
Si -9.513 -9.507 12.245 -0.006 -0.009 -0.002
Si -12.248 -6.801 12.249 0.007 -0.002 0.006
Si 6.787 -4.09 12.243 0.008 0 0
Si -6.802 -1.36 12.243 0 -0.013 0.001
Si -4.076 1.366 12.248 -0.008 -0.005 0.005
Si -6.803 4.076 12.242 0 0.004 0.001
Si -4.088 6.796 12.226 0.011 0.015 -0.007
Si -6.798 -6.794 12.245 0.001 0.002 -0.001
Si -4.079 -4.077 12.228 -0.001 0.006 -0.008
Si -0.004 -0.016 13.616 -0.016 -0.019 0.006
Si 2.719 2.713 13.592 -0.004 -0.004 0.003
Si 0.018 5.448 13.594 0.018 0.031 -0.006
Si 2.705 -8.162 13.608 -0.013 -0.02 -0.009
Si 0.001 -5.431 13.59 0.009 0.002 0.007
Si 2.714 -2.712 13.6 0.023 0.019 0.001
Si 5.445 0.009 13.585 0.028 0.02 -0.011
Si -8.171 2.705 13.593 -0.018 -0.031 -0.01
Si -10.879 5.451 13.601 0 0.011 0.002
Si -8.158 -8.146 13.616 0.02 0.019 0.002
Si -10.896 -5.441 13.612 -0.026 -0.014 -0.003
Si 8.148 -2.723 13.587 -0.019 0 0.003
Si -5.436 0.002 13.598 0.008 0.014 0.004
Si -2.71 2.722 13.612 0.019 0.014 0
Si -5.44 5.435 13.597 -0.01 -0.016 -0.001
Si -2.723 8.16 13.564 -0.018 -0.022 -0.002
Si -5.433 -5.423 13.595 0.022 0.014 -0.001
Si -2.727 -2.737 13.611 -0.019 -0.023 -0.003
O 0.103 8.053 1.004 -0.028 -0.088 -0.327
O -2.891 2.576 -2.224 0.268 -0.207 0.12
O -3.029 -1.33 24.338 0.169 -0.379 -0.109
O 1.525 -3.75 -2.289 0.464 -0.598 0.201
O -0.094 2.789 23.162 0.132 0.377 0.329
O -3.936 7.242 23.434 0.171 0.419 0.045
O -3.045 -5.307 23.305 -0.359 -0.157 0.329
O -3.974 -3.019 -3.609 0.385 -0.202 -0.177
O -6.446 6.595 23.905 -0.091 -0.121 0.582
O 0.168 -1.733 -1.463 0.615 0.22 -0.079
O -8.242 3.184 26.429 0.352 -0.053 0.523
O -8.899 7.095 23.045 0.212 0.237 -0.435
O -0.23 6.499 27.871 0.214 -0.042 -0.163
O -6.392 -7.776 27.601 -0.392 -0.108 -0.2
O 5.2 -2.474 23.28 -0.129 0.376 0.342
O -5.348 3.165 23.068 0.121 0.411 0.342
O 3.904 4.044 23.711 -0.186 -0.042 0.156
O -5.515 -2.705 23.136 0.13 0.151 0.128
O 3.288 6.024 27.717 -0.431 0.26 0.344
O 5.388 -3.348 0.476 -0.564 -0.395 -0.187
O 1.073 -3.456 0.292 -0.193 0.323 -0.215
O -3.143 -5.415 -1.69 -0.318 0.13 -0.008
O -1.339 -6.568 -0.15 0.165 -0.343 -0.588
O -8.765 -4.798 0.264 0.479 -0.14 0.094
O -9.715 -3.187 25.367 -0.157 0.658 0.346
O -10.335 4.716 -1.129 0.308 -0.353 -0.117
O 2.719 -5.381 1.032 -0.089 -0.091 -0.509
O -7.894 -5.074 -2.231 0.156 -0.261 -0.496
O -0.119 2.321 25.717 0.146 0.431 0.121
O -7.733 0.04 0.645 -0.016 0.663 -0.105
O 5.297 -1.643 -4.375 0.017 0.242 -0.246
O -10.332 -4.968 23.528 -0.28 -0.093 -0.355
O 1.811 6.332 0.026 0.205 0.001 -0.29
O -4.955 -3.428 0.086 -0.251 -0.534 -0.115
O 3.358 4.95 -1.513 0.045 0.138 -0.492
O -5.525 2.508 -1.733 -0.112 -0.297 -0.263
O 2.309 -6.786 -3.938 -0.103 0.034 0.356
O -2.207 7.488 -5.501 0.292 0.004 0.504
O -7.026 4.016 -0.115 0.224 -0.219 -0.067
O -8.07 2.806 -2.232 -0.311 0.352 -0.017
O -8.49 5.827 26.979 0.33 0.121 0.372
O -0.824 3.56 -3.58 -0.048 0.099 -0.014
O -10.418 2.891 24.974 0.122 0.577 0.143
O -4.865 -5.523 -3.607 -0.359 -0.366 -0.182
O 1.464 1.142 0.063 0.378 0.012 -0.279
O -7.12 -6.7 -0.249 0.014 -0.086 -0.669
O -3.643 -7.723 -2.76 0.338 -0.099 0.269
O -9.649 8.147 27.66 -0.19 0.148 -0.487
O -3.418 6.238 -1.653 0.382 0.103 -0.17
O -1.492 -7.686 27.176 -0.25 -0.366 0.225
O -3.789 5.069 24.868 -0.073 -0.325 -0.015
O 1.245 0.735 24.123 -0.084 -0.342 -0.138
O 3.547 1.252 27.17 -0.416 0.446 0.106
O -9.788 1.413 0.004 -0.141 0.359 -0.507
O -8.182 -3.826 27.396 0.266 0.346 -0.053
O -5.354 8.044 0.797 0.229 -0.2 -0.148
O 4.54 -7.032 0.134 0.045 -0.118 -0.143
O -6.499 4.811 -2.595 0.35 -0.014 -0.459
O -4.216 6.436 -4.123 -0.215 -0.226 0.178
O -2.685 -4.589 0.715 0.351 0.153 0.294
O -6.174 4.759 26.176 -0.117 -0.187 0.32
O 4.268 4.983 -4.366 0.052 -0.015 0.403
O 3.849 2.337 -4.107 -0.151 -0.352 -0.127
O 4.119 -4.112 25.116 0.042 0.162 0.511
O -8.117 -6.209 23.132 0.275 -0.285 0.125
O 0.191 -5.556 -4.563 0.134 -0.283 0.698
O -8.787 0.84 25.192 -0.482 -0.532 0.324
O -0.904 -4.168 -1.252 -0.252 -0.085 -0.488
O -4.005 -6.965 27.111 -0.087 -0.024 0.141
O -5.851 7.262 -2.242 -0.188 0.51 0.129
O -7.388 -1.248 24.32 -0.305 -0.146 -0.173
O -1.511 -3.859 -5.611 -0.319 -0.062 -0.433
O -8.301 4.941 24.55 -0.696 -0.414 0.07
O -2.352 -5.896 -4.148 0.058 0.114 -0.168
O -10.823 7.238 -1.162 -0.217 -0.314 -0.353
O -2.346 2.079 27.203 -0.174 0.203 -0.002
O -0.763 -0.953 27.431 -0.236 0.359 -0.128
O -0.234 -2.335 23.177 0.307 0.195 0.369
O -2.23 -5.523 25.85 0.057 0.207 0.008
O -3.966 0.927 23.285 -0.316 -0.201 -0.41
O 0.284 7.675 25.461 0.539 0.049 0.054
O -1.848 -1.224 -5.309 -0.074 -0.013 0.056
O -3.764 0.006 26.456 -0.213 0.074 0.364
O -10.202 -7.487 24.371 0.069 0.083 0.675
O -8.953 -2.955 -3.448 -0.327 0.134 0.19
O -8.862 -1.727 -5.834 0.301 0.139 0.21
O -3.233 3.519 -4.63 -0.598 -0.002 0.213
O -2.267 -1.313 -2.387 0.12 -0.368 -0.014
O -9.807 -1.227 -0.345 0.4 -0.406 -0.133
O -7.061 -2.742 -1.512 -0.404 0.223 -0.076
O -3.869 4.538 27.428 0.307 -0.417 -0.232
O 0.837 5.23 -2.202 -0.377 0.288 0.179
O 2.952 6.149 25.08 -0.446 0.283 0.318
O 1.815 -0.613 27.674 0.021 -0.311 -0.02
O -0.48 2.904 0.227 -0.081 -0.232 0.022
O -4.639 6.867 26.57 0.137 -0.004 0.133
O 4.406 -1.2 27.675 0.032 -0.259 -0.44
O -7.916 3.098 -5.957 0.182 0.292 0.431
O 1.112 -7.499 27.609 -0.063 0.173 0.566
O -7.511 6.701 -4.208 0.349 0.238 -0.004
O 0.283 -2.491 -4.207 -0.047 0.033 0.539
O -0.549 -4.838 23.946 0.11 -0.153 -0.466
O 5.333 6.519 26.174 0.06 -0.275 -0.446
O -4.018 -0.433 -4.027 -0.545 0.239 0.346
O -8.397 0.24 -1.944 0.223 -0.478 -0.073
O 2.986 -5.725 23.312 -0.009 0.026 0.006
O -7.106 -3.711 24.995 0.013 -0.279 0.165
O 4.259 0.141 -2.695 -0.21 -0.026 -0.02
O -8.362 6.454 -1.732 -0.09 -0.04 0.01
O -2.791 -2.44 26.703 -0.378 -0.345 0.376
O 1.72 -3.642 24.316 0.191 0.299 -0.247
O -3.816 1.389 -0.059 -0.133 -0.426 -0.483
O -1.475 -7.278 24.011 0.023 0.017 -0.161
O -9.575 -6.789 -1.282 0.206 -0.226 -0.221
O -10.055 6.788 -4.807 0.02 -0.011 0.288
O 3.129 -0.634 25.363 -0.125 -0.535 0.251
O -10.184 1.663 27.272 0.198 -0.566 0.296
O 3.894 -1.195 0.163 -0.375 0.232 -0.35
O 4.72 -2.371 -1.953 -0.029 -0.429 -0.063
O -1.425 0.731 24.177 0.022 -0.233 0.497
O -6.393 1.139 24.282 0.21 0.119 0.307
O -0.356 -2.906 25.749 0.456 -0.177 0.038
O -7.637 1.122 -4.277 0.687 -0.367 0.177
O -1.994 1.246 -4.367 0.283 -0.295 0.016
O -4.81 -1.429 -1.639 -0.095 0.119 0.007
O -8.794 -5.624 25.576 -0.109 -0.518 0.235
O 1.764 3.891 -4.216 -0.202 0.174 -0.221
O -0.783 0.709 -1.286 -0.011 0.044 -0.121
O 4.489 2.574 -1.61 -0.044 -0.329 0.168
O 3.457 -7.954 26.504 0.378 0.246 -0.404
O -4.03 4.032 -0.3 -0.418 -0.127 0.501
O -10.069 1.671 -3.42 -0.006 0.131 -0.511
O -0.462 3.904 27.674 0.353 0.038 -0.39
O -1.8 -1.312 0.13 -0.173 -0.248 -0.189
O 3.811 7.554 -4.526 0.002 0.325 -0.524
O 0.958 2.597 -2 0.57 -0.193 -0.092
O -1.569 6.429 24.234 0.171 -0.388 0.238
O 4.965 6.414 23.52 0.257 -0.07 0.23
O -5.514 -7.562 25.007 0 0.376 0.075
O -4.304 2.37 25.394 -0.078 0.294 -0.142
O 2.362 -4.188 -4.704 0.318 0.071 -0.464
O 2.766 -1.808 -3.653 -0.043 0.279 0.115
O 3.829 1.51 24.095 -0.196 0.094 0.379
O 2.43 7.364 -2.314 -0.15 0.181 0.066
O 4.428 3.673 27.672 -0.024 0.085 -0.569
O 2.164 -5.786 25.813 -0.479 -0.07 0.094
O -10.272 -3.89 -5.575 -0.197 -0.291 0.562
O -4.995 1.855 27.795 -0.547 0.155 -0.099
O -6.531 -3.565 -3.973 -0.221 0.159 -0.498
O 4.394 -7.159 -2.484 0.207 0.68 -0.079
O -5.199 -2.043 25.653 -0.083 0.078 0.488
O -4.834 -4.218 -5.875 0.436 0.163 -0.322
O -1.825 5.179 0.267 0.091 0.087 -0.104

Results
total energy: -105603.257 eV
total energy less fixed offsets of O -438.25, Si -107.07 eV per atom: -5.807 eV
